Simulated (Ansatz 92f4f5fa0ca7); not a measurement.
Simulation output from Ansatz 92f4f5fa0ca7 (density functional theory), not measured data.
Periodic cell of 223 atoms, Si132O90P1, from a study of silicon, its oxide and their interface. The atomic structure is a simulated model.
Doubt: the cutoff is far below the 930 eV that the study's wrapper takes by default for these files, so forces and energies are approximate.
This geometry differs little from another in the collection (a relaxation step or a small displacement).

Settings: functional PBE; potential files Ansatz PAW; basis plane waves; wave-function cutoff 580 eV; density cutoff ratio 5; exchange-correlation grid ratio 1; k mesh 1 x 1 x 1, Gamma-centred; self-consistency stop 5e-08 eV per atom in the density residual; occupations fixed; spin none; net charge +1 e, with a uniform compensating background and no finite-size correction.

Cell vectors (angstrom)
a	10.938	0	0
b	0	10.938	0
c	0	0	32.1988

Atoms: element, x, y, z (angstrom)
Si	10.5896	0.2186	24.8386
Si	5.7212	10.6874	24.7211
Si	2.4783	2.9313	24.6567
Si	8.4371	2.462	24.7731
P	0.2662	5.183	24.8397
Si	5.1651	5.7507	24.6718
Si	2.9547	8.006	24.5634
Si	7.9178	8.4611	24.7272
Si	1.3254	1.3787	26.0156
Si	6.8529	1.3201	26.0954
Si	4.0511	4.1191	25.9776
Si	9.6087	4.0486	26.1
Si	1.409	6.8365	26.0103
Si	6.7568	6.87	26.0123
Si	4.104	9.5248	25.9989
Si	9.4495	9.5884	26.1315
Si	2.7314	-0.0041	27.33
Si	8.1511	-0.0091	27.5505
Si	0.0333	2.7109	27.4932
Si	5.4417	2.7431	27.3482
Si	2.7299	5.4504	27.4373
Si	8.1843	5.5028	27.3421
Si	-0.0383	8.1899	27.3644
Si	5.4376	8.2007	27.4523
Si	4.0827	1.3661	28.733
Si	9.5679	1.3603	28.8417
Si	1.3678	4.1075	28.8299
Si	6.8323	4.1027	28.7208
Si	4.0919	6.827	28.8059
Si	9.5519	6.8281	28.7565
Si	1.3675	9.5669	28.7177
Si	6.7824	9.5518	28.8572
Si	0.0191	-0.0234	30.1516
Si	5.4242	0.0157	30.1607
Si	2.7462	2.7212	30.1546
Si	8.1882	2.7567	30.14
Si	-0.0252	5.4731	30.1485
Si	5.4839	5.457	30.142
Si	2.7155	8.2157	30.128
Si	8.1991	8.1865	30.1638
Si	1.3782	1.3526	31.5284
Si	6.8228	1.3823	31.4965
Si	4.1196	4.0899	31.5159
Si	9.5583	4.104	31.5219
Si	1.3512	6.8511	31.4872
Si	6.8426	6.818	31.5371
Si	4.0738	9.5736	31.5232
Si	9.5788	9.5573	31.5192
Si	2.7363	-0.005	0.7203
Si	8.1961	0.0112	0.655
Si	-0.0046	2.7305	0.6859
Si	5.4838	2.7308	0.6983
Si	2.7352	5.4936	0.6436
Si	8.2117	5.4549	0.7171
Si	0.0096	8.1911	0.6908
Si	5.4643	8.2101	0.6857
Si	4.1307	1.363	2.0702
Si	9.558	1.3524	2.0475
Si	1.3785	4.1334	2.0144
Si	6.8489	4.081	2.0809
Si	4.0998	6.8316	2.048
Si	9.585	6.8358	2.0657
Si	1.3765	9.5424	2.0684
Si	6.8318	9.6016	2.0395
Si	-0.0146	-0.0339	3.3906
Si	5.4959	0.0101	3.4768
Si	2.7726	2.7928	3.3596
Si	8.1944	2.6905	3.4587
Si	0.0297	5.4744	3.4336
Si	5.4743	5.4674	3.4101
Si	2.7692	8.2033	3.4544
Si	8.2042	8.2326	3.3778
Si	1.3889	1.3953	4.6247
Si	6.8471	1.3474	4.9155
Si	4.1524	4.0868	4.8063
Si	9.5807	4.0823	4.7623
Si	1.4152	6.8289	4.824
Si	6.8221	6.8919	4.7271
Si	4.1365	9.5766	4.8485
Si	9.5519	9.5524	4.7938
Si	2.7452	0.1166	6.0526
Si	8.206	-0.0617	6.2718
Si	0.0284	2.6707	6.0432
Si	5.4744	2.7267	6.2924
Si	2.8152	5.477	6.1843
Si	8.1742	5.4825	6.0344
Si	0.0114	8.1873	6.1527
Si	5.5274	8.2225	6.2347
Si	3.8353	1.5728	7.6044
Si	9.8401	1.1393	7.4562
Si	1.6273	3.7996	7.3124
Si	6.6547	4.4164	7.4776
Si	4.4067	6.6325	7.5492
Si	9.366	6.9487	7.4045
Si	1.1443	9.9193	7.2893
Si	7.1572	9.2292	7.6727
O	8.3112	8.0901	7.9047
O	2.7169	2.7378	7.9491
O	9.542	1.3572	24.2301
O	4.0498	6.8503	24.0969
O	0.0314	0.0238	7.9524
O	5.5295	5.5096	8.0259
O	6.8352	9.5863	24.1523
O	1.3116	4.1354	24.2188
O	3.8621	7.3836	8.9342
O	0.8039	4.3754	8.5961
O	9.8119	6.1742	8.7955
O	2.1276	9.3813	8.4834
O	7.5174	3.9264	8.7931
O	4.2668	0.9225	9.0666
O	6.7293	9.557	9.2231
O	9.2097	1.8565	8.797
O	7.7299	3.1621	23.4798
O	10.4826	5.8053	23.5787
O	5.0022	0.4674	23.4356
O	5.8847	5.094	23.3523
O	3.0561	2.2867	23.2443
O	2.3302	8.7363	23.2117
O	8.6347	7.7359	23.423
O	0.2361	10.3092	23.58
Si	4.3457	1.5968	22.4589
Si	3.4857	7.9303	14.0255
Si	7.1155	0.9568	14.6622
Si	0.9605	9.338	22.5115
Si	1.1784	4.3096	11.881
Si	6.2594	8.9637	15.3166
Si	0.6735	1.3691	12.2927
Si	8.6414	4.9181	20.5092
Si	0.3262	5.7158	9.3598
Si	5.1021	3.1208	17.9372
Si	0.8787	3.7423	16.7419
Si	10.4021	2.8174	19.2167
Si	5.2798	1.1842	10.3477
Si	0.8808	0.1581	19.8248
Si	6.6429	9.4595	10.8646
Si	9.3295	9.6708	18.3088
Si	9.3881	9.2432	12.5658
Si	6.5699	3.8466	22.5589
Si	2.4405	8.0691	9.3756
Si	10.602	7.3713	17.0714
Si	2.5152	6.2917	16.5758
Si	10.17	4.4905	14.1851
Si	6.1323	9.1824	18.5122
Si	7.9676	2.572	9.5778
Si	8.875	2.1433	12.4501
Si	5.3435	6.2426	18.0681
Si	3.9195	0.5568	19.4599
Si	4.2771	3.8406	12.0479
Si	5.5393	6.6028	12.1345
Si	8.0118	2.4916	17.2223
Si	4.3584	2.4804	14.9629
Si	1.5369	1.2144	15.2529
Si	1.5653	9.4139	12.0406
Si	8.0439	6.8505	13.8687
Si	10.3809	9.8371	15.4775
Si	9.8165	6.99	22.5998
Si	8.1328	5.4932	17.4219
O	6.0432	7.9594	11.2852
O	6.0049	9.2055	16.8978
O	7.6742	1.3615	13.1914
O	0.8915	1.7495	13.8632
O	9.4462	6.2536	16.8721
O	6.7537	6.2051	13.1366
O	5.1418	4.656	18.6137
O	9.2248	2.1243	18.2783
O	2.3679	0.0803	19.0775
O	9.4021	10.2267	16.7544
O	2.7866	4.4333	11.713
O	5.0664	10.3244	19.1212
O	9.4184	3.2402	13.4929
O	0.4637	1.7468	19.959
O	3.1508	1.3649	15.0625
O	8.225	5.4293	19.0443
O	3.9027	6.5899	17.3844
O	4.5736	3.2829	16.3863
O	9.0528	5.6633	14.3165
O	5.4383	2.7613	22.1513
O	10.6697	4.1426	15.6817
O	0.3289	3.8545	18.2811
O	10.4175	10.5082	19.2069
O	9.6426	10.0265	14.0218
O	10.9605	8.0429	22.1626
O	1.1908	2.1594	16.531
O	9.7245	3.7026	20.4214
O	8.1495	4.0302	16.7241
O	-0.0456	9.0996	11.8994
O	6.5819	2.4061	18.0095
O	5.5821	10.7192	11.1915
O	7.745	9.5866	18.8415
O	10.0245	1.0248	12.0573
O	1.3126	6.9591	9.049
O	0.6167	4.7684	13.3479
O	5.6992	7.6232	18.9888
O	5.2342	5.0872	11.5144
O	2.7144	6.9834	15.1151
O	0.9056	2.7465	11.4623
O	0.8574	10.6884	15.5485
O	2.3995	8.5893	10.9061
O	4.6961	2.433	11.2669
O	4.2564	3.51	13.6779
O	2.1943	4.6838	16.4957
O	10.7125	8.2524	15.6942
O	6.9291	10.2893	14.6742
O	2.3363	8.952	13.4219
O	8.0328	1.5276	15.9029
O	4.1229	6.9977	12.8503
O	4.1749	2.0123	18.7299
O	7.2751	4.4123	21.2271
O	8.4051	2.926	11.1015
O	1.1913	6.8744	17.3655
O	5.6511	1.5718	14.7661
O	8.1287	9.7539	11.5842
O	9.2599	6.1885	21.3291
O	8.9546	7.7148	12.8598
O	1.6469	0.1201	11.876
O	6.6649	6.1504	17.0869
O	7.3887	7.7976	15.0459
O	1.1917	10.2514	21.2025
O	10.0295	8.1961	18.3524
O	3.9187	0.8631	21.0829
O	0.3426	5.3391	10.9262
O	6.6922	1.5759	9.6277
O	4.7724	8.7081	14.6793

Results
free energy: -135859.464 eV
free energy less fixed offsets of O -568.88, P -755.39, Si -635.61 eV per atom: -4.354 eV

Forces (eV/angstrom), in the order of the atoms: element, x, y, z
Si	-0.0034	0.012	-0.0367
Si	-0.0179	0.0232	-0.0209
Si	-0.014	0.0118	-0.089
Si	-0.0044	-0.0092	0.0024
P	0.0398	-0.0486	0.022
Si	-0.0083	-0.0048	-0.0418
Si	-0.0001	0.0033	-0.0223
Si	-0.0035	0.0054	-0.0358
Si	-0.0084	-0.0007	0.0175
Si	0.0081	-0.0007	-0.0016
Si	0.0078	0.0033	0.0189
Si	0.0037	-0.0127	-0.0061
Si	0.0083	0.0013	-0.0065
Si	0.0068	-0.0015	0.0098
Si	-0.0011	0.0044	-0.0047
Si	-0.0037	0.0016	0.0121
Si	0.0041	-0.0014	0.0019
Si	0.0015	0.0097	0.0008
Si	-0.0052	-0.0038	-0.0018
Si	0.0011	-0.0049	-0.0019
Si	-0.0038	0.0013	-0.0012
Si	0.0028	-0.0004	-0.0023
Si	0.0039	-0.0069	-0.0032
Si	-0.0034	-0.003	0.0072
Si	0.0028	-0.0006	0.0025
Si	0.0032	-0.0032	-0.0071
Si	0.0053	-0.0065	-0.0063
Si	-0.0037	0.0018	0.0065
Si	0.0025	-0.0038	0.0009
Si	-0.0062	0.0066	0.0039
Si	-0.0036	0.003	0.0054
Si	0.0083	-0.0043	-0.0015
Si	0.0025	0.0002	-0.0007
Si	-0.0049	0.0047	0.0024
Si	-0.0032	0.0005	0.0034
Si	0.0021	0.0014	-0.0014
Si	-0.0019	0.0001	0.0027
Si	0.0007	-0.0001	-0.0018
Si	-0.0004	0.0013	-0.0017
Si	0.0013	-0.0029	0.0046
Si	-0.0004	-0.0007	0.0009
Si	-0.0006	-0.0015	0.0009
Si	0.0019	-0.0008	-0.0004
Si	-0.0013	-0.0014	0.0027
Si	0.0012	0.0013	0.0007
Si	0.0003	0.0015	0.0003
Si	0.0006	0.0001	0.0026
Si	-0.0003	-0.0002	-0.001
Si	-0.0018	0.0016	-0.0004
Si	0.0025	0.001	-0.0007
Si	0.0021	-0.0024	0
Si	-0.0011	0.0008	0.0004
Si	0.0016	-0.002	-0.001
Si	-0.002	0.0025	-0.0007
Si	-0.0028	0.0017	0.0001
Si	0.0016	-0.002	-0.0007
Si	0.0031	-0.0038	-0.0001
Si	-0.0003	0.0011	0
Si	-0.0053	0.0012	-0.0018
Si	0.0027	-0.0028	0.0004
Si	0.0014	0.0036	-0.0005
Si	0.0009	-0.0029	-0.0001
Si	0.0052	-0.0016	-0.0003
Si	-0.0051	0.0016	-0.0004
Si	0.0014	0.0065	0.0025
Si	-0.0019	0	-0.0055
Si	-0.0029	-0.0058	0.0052
Si	0.0035	0.0041	-0.0022
Si	-0.0013	-0.001	-0.0007
Si	0.0015	0.0029	-0.001
Si	-0.0033	-0.0009	-0.003
Si	0.0014	-0.0022	0.0025
Si	0.0009	-0.0002	-0.0017
Si	-0.0008	0.0003	0.0048
Si	0.0009	-0.0008	0.0019
Si	-0.0006	0.0012	-0.0004
Si	-0.0007	0.0017	0.0017
Si	-0.0014	0.0006	-0.0012
Si	0.0004	0.0022	0.0025
Si	-0.0006	-0.0008	0.0016
Si	0.0009	0.0035	-0.0027
Si	-0.0011	-0.0017	-0.003
Si	-0.0008	-0.0022	-0.0043
Si	-0.0008	-0.0005	-0.0018
Si	-0.0001	0.0017	-0.0028
Si	0.001	-0.0025	-0.003
Si	0.0014	-0.0005	-0.0018
Si	0.0016	0.0002	-0.0027
Si	0.0045	-0.0039	0.0116
Si	-0.0029	0.0026	0.0142
Si	-0.0015	0.0028	0.013
Si	0.0026	-0.002	0.0112
Si	-0.0031	0.0001	0.0147
Si	0.0041	-0.0013	0.0129
Si	0.0001	-0.0043	0.0084
Si	-0.0013	0.0041	0.0181
O	-0.0022	-0.0029	-0.0055
O	-0.0018	-0.0028	-0.004
O	0.0025	-0.0039	0.0019
O	0.0027	0.0069	0.0174
O	0.0023	0.0023	-0.0043
O	0.0018	0.0018	-0.0044
O	0.0095	-0.0142	0.0203
O	-0.0375	0.0382	0.0148
O	0.0053	-0.0045	-0.0109
O	0.0041	-0.0054	-0.0111
O	-0.0054	0.0036	-0.0097
O	-0.005	0.0067	-0.0107
O	-0.0049	0.0064	-0.0114
O	-0.0054	0.0025	-0.0137
O	0.0026	-0.0019	-0.0186
O	0.0063	-0.0051	-0.0115
O	0.0078	0.0025	0.005
O	0.0277	-0.0287	0.0052
O	0.0122	-0.0151	0.0173
O	-0.0087	0.0123	0.0215
O	-0.024	0.0217	0.0751
O	0.0105	-0.0122	0.016
O	-0.0057	-0.0026	0.016
O	-0.0047	0.0043	0.0231
Si	0.0108	-0.0086	-0.0255
Si	0.0004	0.0001	0.0025
Si	-0.001	-0.0006	0.0007
Si	-0.0046	0.011	-0.0188
Si	0.0017	-0.002	0.0068
Si	0.0004	-0.0001	-0.0026
Si	-0.0001	-0.0004	0.0043
Si	-0.0047	-0.0143	-0.0196
Si	0.0032	0.0008	0.0129
Si	0.0009	0.0013	-0.0065
Si	0.0014	0.0001	-0.0062
Si	-0.0002	-0.0028	-0.014
Si	0.0011	0.0021	0.0127
Si	-0.0035	0.0049	-0.0153
Si	0.0019	-0.0025	0.014
Si	-0.0025	-0.0012	-0.008
Si	0.0008	-0.0012	0.0044
Si	0.0039	-0.0049	-0.0204
Si	-0.0027	-0.0008	0.0137
Si	0.0011	-0.0002	-0.0057
Si	-0.0001	0.0001	-0.0033
Si	-0.0011	0.0011	0.0013
Si	0.0008	-0.0015	-0.0062
Si	-0.0023	-0.0028	0.0134
Si	0.001	-0.0017	0.0075
Si	-0.0015	0.0001	-0.0053
Si	0.0033	0.0009	-0.0144
Si	-0.0003	0.0019	0.0054
Si	-0.0003	-0.0013	0.0053
Si	-0.0019	-0.001	-0.0055
Si	-0.0002	-0.0012	-0.0004
Si	0.0006	-0.0005	-0.0014
Si	-0.0024	0.002	0.0071
Si	0.0001	-0.0001	0.002
Si	0.0009	0	-0.0018
Si	-0.0109	0.0182	-0.0303
Si	-0.0012	0.001	-0.0118
O	0.0006	0.0033	-0.0041
O	-0.0003	0.0003	0.0037
O	0.0006	0.0009	-0.0025
O	-0.0005	0.0001	-0.0019
O	-0.0007	-0.0005	0.0033
O	-0.0014	0.0002	-0.0018
O	-0.0001	-0.0006	0.0029
O	0.0031	0.0009	0.0053
O	-0.0021	-0.0007	0.0049
O	-0.0005	0	0.0037
O	-0.001	0.0003	-0.002
O	-0.0023	0.0019	0.0037
O	-0.0006	-0.001	-0.0016
O	0.0024	-0.0021	0.0046
O	0	0.0004	0.0007
O	0.0009	0.0012	0.0078
O	0.001	0.0001	0.0022
O	0.0003	0	0.0027
O	0.0001	-0.0002	0
O	-0.0034	-0.0003	0.0053
O	0.0001	-0.0003	0.0013
O	-0.0018	-0.0003	0.0056
O	0.0043	0.0014	0.0056
O	-0.0003	-0.0001	-0.0013
O	0.0081	0.0055	0.002
O	-0.0005	0.0002	0.0025
O	-0.0025	0.0052	0.008
O	0.0002	0.0013	0.0026
O	0.0014	-0.0001	-0.0021
O	-0.0006	-0.0001	0.0024
O	-0.0004	0.0013	-0.0038
O	0	0.0002	0.0024
O	-0.0006	0.0005	-0.0018
O	-0.0001	0.0004	-0.0042
O	0.001	-0.0001	-0.0026
O	0.0003	0.001	0.0025
O	-0.0001	-0.0003	-0.0022
O	0.0001	0	0.0002
O	-0.0002	0.0012	-0.0024
O	-0.0004	-0.0001	0.001
O	0.0021	-0.003	-0.0092
O	0.0014	-0.0046	-0.0052
O	0	0.0007	-0.0025
O	-0.0005	-0.0004	0.0016
O	-0.0003	-0.0001	0.0016
O	0.0002	0.0004	0.0002
O	-0.001	0.0007	-0.0024
O	0.0004	0.0005	0.0016
O	0.0008	-0.0005	-0.0022
O	-0.0019	-0.0034	0.0052
O	-0.0047	-0.0015	0.0104
O	-0.0018	0.0007	-0.0088
O	-0.0007	0.0002	0.0022
O	0	0.0003	0.0001
O	-0.0038	0.0006	-0.0045
O	0.0046	0.0112	0.015
O	0.0003	0.0012	-0.0016
O	0.0005	-0.0009	-0.0019
O	0.0008	-0.0003	0.0029
O	0.0001	-0.0002	0.0001
O	-0.0009	-0.0095	0.0146
O	-0.0004	0.0002	0.0045
O	-0.0002	0.0046	0.0145
O	-0.0016	0.0029	-0.0084
O	0.002	0.0014	-0.0044
O	-0.0006	-0.0001	-0.0002

The program warned: the cutoff lies below the one the program advises for these potential files; the exchange-correlation potential is rough where the density is thin.
